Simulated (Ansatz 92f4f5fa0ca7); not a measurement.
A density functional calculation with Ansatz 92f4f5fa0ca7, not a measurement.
Periodic cell of 218 atoms, Si134O84, from a study of silicon, its oxide and their interface. The atomic structure is a simulated model.

Settings: functional PBE; potential files Ansatz PAW; basis plane waves; wave-function cutoff 700 eV; density cutoff ratio 5; exchange-correlation grid ratio 1; k mesh 2 x 2 x 1, shifted by 0.5 0.5 0.5 of a step; self-consistency stop 5e-08 eV per atom in the density residual; occupations fixed; spin none; net charge 0.

Cell vectors (angstrom)
a  10.938  0  0
b  0  10.938  0
c  0  0  32.1092

Atoms and the computed forces on them: element, x, y, z (angstrom), force x, y, z (eV/angstrom)
Si  0.4698  -0.4783  24.7955  0.03  0.0123  0.0063
Si  5.7823  -0.4552  24.7685  -0.0024  0.001  0.0494
Si  2.5524  2.8157  24.8087  0.0006  -0.0003  0.016
Si  7.6967  3.3779  24.5592  0.0007  0.0445  0.0252
Si  0.768  4.6555  24.6876  0.0304  -0.0334  0.0405
Si  5.9086  5.0783  24.564  0.0018  -0.0109  0.017
Si  2.1025  8.6022  24.7496  -0.0205  -0.0024  0.0477
Si  7.6407  8.7653  24.6661  -0.0225  0.0262  0.0226
Si  1.3731  1.2729  26.1016  -0.0291  -0.0037  -0.0392
Si  6.8541  1.4143  25.8257  0.0186  0.0016  -0.0371
Si  4.1778  4.0993  25.932  0.0169  0.0249  -0.0368
Si  9.6242  4.0785  25.8265  0.0178  -0.0017  -0.005
Si  1.3346  6.7033  25.9403  -0.0054  -0.0086  -0.0044
Si  6.8417  6.8514  25.8724  -0.0143  0.0075  -0.0044
Si  4.0433  9.4537  25.9817  -0.017  -0.0127  -0.0465
Si  9.517  9.5656  25.9323  -0.0033  -0.0076  0.0022
Si  2.796  -0.0478  27.3841  0.0035  -0.0092  0.0054
Si  8.2143  0.0639  27.291  -0.0083  0.0038  -0.013
Si  -0.0422  2.7097  27.3283  -0.0141  0.0158  -0.0195
Si  5.4941  2.7036  27.3049  0.006  -0.0018  0.0134
Si  2.7911  5.4653  27.3215  0.0003  -0.0032  -0.0106
Si  8.2693  5.4963  27.2579  0.0014  -0.0139  -0.0117
Si  -0.0459  8.1427  27.2992  0.0011  -0.021  -0.0403
Si  5.4573  8.1287  27.3281  0.0061  0.0036  -0.0055
Si  4.1018  1.3673  28.691  0.3114  0.033  0.2327
Si  9.5708  1.3673  28.691  -0.1576  0.0006  0.3743
Si  1.3673  4.1018  28.691  0.0212  -0.0284  -0.313
Si  6.8362  4.1018  28.691  0.3153  0.0692  -0.483
Si  4.1018  6.8362  28.691  0.0515  -0.2218  0.4879
Si  9.5708  6.8362  28.691  -0.157  -0.0673  0.308
Si  1.3673  9.5708  28.691  -0.1631  -0.397  -0.143
Si  6.8362  9.5708  28.691  -0.0593  0.1259  -0.4899
Si  0  0  30.0582  -0.0899  -0.0165  -0.0539
Si  5.469  0  30.0582  0.0077  0.0457  0.004
Si  2.7345  2.7345  30.0582  -0.0222  -0.0286  -0.0358
Si  8.2035  2.7345  30.0582  0.0491  0.0136  -0.0067
Si  0  5.469  30.0582  -0.0186  0.0564  -0.02
Si  5.469  5.469  30.0582  -0.0489  0.0545  -0.0243
Si  2.7345  8.2035  30.0582  -0.087  -0.0691  -0.0038
Si  8.2035  8.2035  30.0582  0.0391  -0.0396  -0.0466
Si  1.3673  1.3673  31.4255  0.0155  -0.0529  -0.0005
Si  6.8362  1.3673  31.4255  0.0093  -0.0094  -0.007
Si  4.1018  4.1018  31.4255  0.0502  -0.0016  0.013
Si  9.5708  4.1018  31.4255  -0.0103  -0.0425  -0.011
Si  1.3673  6.8362  31.4255  0.0553  -0.0168  -0.0058
Si  6.8362  6.8362  31.4255  -0.003  0.0207  0.0024
Si  4.1018  9.5708  31.4255  0.0045  0.0249  -0.0183
Si  9.5708  9.5708  31.4255  0.0023  0.0042  0.0005
Si  2.7345  0  0.6835  0.0371  -0.0243  -0.0033
Si  8.2035  0  0.6835  -0.0325  0.0507  -0.0082
Si  0  2.7345  0.6835  -0.0597  0.0608  0.0169
Si  5.469  2.7345  0.6835  0.0404  -0.0913  0.0057
Si  2.7345  5.469  0.6835  -0.0939  0.0724  -0.0107
Si  8.2035  5.469  0.6835  0.0513  -0.0023  0.0024
Si  0  8.2035  0.6835  -0.0231  -0.0146  -0.0023
Si  5.469  8.2035  0.6835  -0.0385  0.0124  0.0129
Si  4.1018  1.3673  2.0507  -0.0332  -0.038  0.0173
Si  9.5708  1.3673  2.0507  -0.0008  -0.0811  0.0172
Si  1.3673  4.1018  2.0507  0.1507  0.0422  -0.0006
Si  6.8362  4.1018  2.0507  -0.0345  0.0205  -0.0138
Si  4.1018  6.8362  2.0507  -0.0113  -0.0953  0.013
Si  9.5708  6.8362  2.0507  0.0032  0.0684  0.0091
Si  1.3673  9.5708  2.0507  -0.0135  0.0648  0.0051
Si  6.8362  9.5708  2.0507  0.09  -0.0015  -0.0064
Si  0  0  3.418  0.3359  0.239  -0.498
Si  5.469  0  3.418  -0.2878  -0.0701  0.308
Si  2.7345  2.7345  3.418  0.1038  0.4122  -0.3199
Si  8.2035  2.7345  3.418  0.007  0.1217  0.4153
Si  0  5.469  3.418  0.3406  0.2548  0.5244
Si  5.469  5.469  3.418  -0.4507  -0.4191  -0.4864
Si  2.7345  8.2035  3.418  -0.1205  -0.1165  0.6448
Si  8.2035  8.2035  3.418  -0.0302  0.0673  -0.8033
Si  1.3632  1.4316  4.7442  -0.0022  0.0088  0.0306
Si  6.7545  1.4207  4.7987  -0.0146  0.0052  -0.059
Si  4.0769  4.1126  4.8256  -0.0114  0.0067  0.033
Si  9.6043  4.1225  4.8191  0.0226  -0.0133  -0.081
Si  1.4103  6.8226  4.9409  -0.0055  0.01  -0.0452
Si  6.7975  6.8461  4.6583  -0.0118  -0.0042  0.0481
Si  4.0651  9.5789  4.8534  -0.0157  0.0054  -0.0637
Si  9.6036  9.5522  4.678  0.0193  -0.006  0.0576
Si  2.6894  0.1202  6.1761  0.0334  0.0119  0.0046
Si  8.2092  -0.0011  5.9331  0.0158  -0.0007  0.0059
Si  0.1027  2.8166  6.2125  0.0266  -0.0014  -0.0011
Si  5.3929  2.7559  6.2647  -0.0168  0.0002  -0.0155
Si  2.8285  5.4085  6.4281  0.0014  -0.0222  -0.0221
Si  8.156  5.5438  6.0128  -0.0085  -0.0035  0.0204
Si  -0.032  8.3019  6.2065  -0.017  0.0163  -0.0597
Si  5.4476  8.0769  6.1134  0.0158  -0.0256  0.0116
Si  3.6512  1.7861  7.6448  -0.0429  0.0074  0.0608
Si  9.7744  1.1411  7.2255  0.013  -0.0445  0.0534
Si  1.8987  3.5595  7.725  0.0189  -0.034  0.0615
Si  6.5501  4.5089  7.374  0.0108  0.0353  0.0411
Si  4.766  6.2931  7.609  0.056  -0.0181  0.0575
Si  9.0161  7.3437  7.2505  -0.0607  0.032  0.0631
Si  0.6558  10.3772  7.1757  -0.0531  0.1019  0.1008
Si  7.3036  9.1085  7.0651  0.0231  -0.0368  0.0494
O  6.6817  9.7659  8.4475  0.0088  -0.0133  0.021
O  1.5431  3.8099  9.3559  -0.004  0.0114  -0.0204
O  1.0579  10.4845  8.7828  -0.0173  -0.0721  -0.0206
O  7.424  3.959  8.6919  -0.0164  -0.0078  -0.0141
O  9.2502  6.746  8.7932  0.0254  0.0151  -0.001
O  4.0623  1.3105  9.2144  0.0047  0.0101  -0.0334
O  4.5158  6.7624  9.217  0.0135  -0.0068  -0.0224
O  9.1039  1.7754  8.6344  -0.0153  0.0209  -0.0036
O  4.9815  -0.0867  23.3614  0.0063  0.0035  0.0136
O  8.0088  3.4841  22.9237  -0.0072  -0.0185  0.0013
O  0.5642  0.5144  20.6185  0.0136  -0.0133  0.028
O  5.5893  5.5045  22.9719  0.0049  -0.0186  0.0023
O  8.042  8.431  23.0925  0.003  0.0124  0.0019
O  3.1754  2.0021  23.4698  -0.0009  -0.0027  -0.0131
O  2.115  8.1247  23.1441  -0.0134  0.0041  -0.0158
O  0.2923  0.0409  23.2272  -0.0174  -0.008  -0.0101
Si  5.2761  1.0694  10.2996  0.0125  -0.0111  0.0128
Si  7.9204  2.5853  9.4331  0.0112  -0.0135  0.0085
Si  0.1307  6.9543  14.748  0.0005  0.0061  0.0068
Si  12.9898  3.2445  19.3701  -0.0021  0.0024  0.0024
Si  7.5624  12.3397  15.3324  0.0017  -0.0065  -0.0002
Si  10.2909  6.9652  10.018  0.002  0.0122  -0.0002
Si  5.9184  13.4252  20.4589  0.004  0.001  -0.0062
Si  6.7877  9.5225  10.0337  0.0022  0.0088  -0.0229
Si  -0.4195  7.2323  17.8673  0.0037  -0.009  -0.0044
Si  -1.7568  4.9062  19.164  -0.0009  -0.0012  0.0044
Si  1.3807  3.4926  16.5138  -0.0034  0.0018  -0.0039
Si  1.1521  7.8591  21.8591  0.0026  0.0033  -0.0006
Si  9.4276  9.3297  11.4671  -0.0012  0.0044  -0.0071
Si  -2.4651  16.4488  14.035  0.005  0.0009  0.0022
Si  5.314  12.9116  17.3932  0.0027  -0.0055  -0.0004
Si  2.3919  5.8798  12.9741  -0.0071  -0.0015  -0.0018
Si  -1.3301  0.1717  13.7688  -0.0032  -0.0023  0.0005
Si  8.6612  2.9556  21.527  0.0105  0.0005  -0.0058
Si  9.462  2.9999  12.1599  -0.0039  -0.0032  -0.002
Si  5.2343  13.0449  13.3284  0.0016  0  -0.0027
Si  2.0906  8.8026  19.1273  -0.0056  0.008  0.0049
Si  9.2639  14.8251  16.3154  -0.0016  -0.0014  -0.0022
Si  2.1501  11.3335  20.2641  0.0046  0.0009  -0.0012
Si  -6.1009  7.1195  19.0214  0.0013  -0.008  0.003
Si  5.2611  7.0838  10.6457  0.0119  0.0025  0.0149
Si  5.4631  5.3024  13.0173  0.0032  -0.0068  -0.0051
Si  14.0319  12.0686  15.5366  -0.005  -0.0049  -0.0002
Si  4.8336  5.2057  21.5433  -0.0006  0.004  -0.0041
Si  4.0389  11.8901  22.537  -0.0095  0.0031  -0.0145
Si  11.9566  9.4283  9.9804  -0.0075  0.0202  -0.0067
Si  2.9465  8.5942  11.9157  -0.0015  0.0074  -0.0039
Si  3.9168  4.6308  17.5328  -0.0017  0.0035  -0.0018
Si  7.845  7.4915  19.1141  0.0019  -0.0035  0.0024
Si  1.7093  4.9391  21.729  0.005  -0.0017  -0.0077
Si  10.4583  0.4453  21.8551  0.0079  0.0066  0.003
Si  1.4833  -1.0557  14.2986  0.0013  0.0048  -0.0022
Si  9.0432  8.7048  21.8459  0.01  -0.0023  -0.0093
Si  0.9396  4.2973  10.8012  -0.0075  0.0041  0.0165
O  -1.911  7.9494  18.0344  0.0072  -0.0199  0.0232
O  9.2708  10.2991  21.5765  0.0256  -0.0137  0.0176
O  -2.4663  5.1401  15.6341  0.0088  -0.0136  -0.0097
O  4.8151  -4.4278  20.5494  -0.0017  -0.0125  -0.0004
O  2.4125  -0.3568  15.4535  -0.0014  0.022  -0.0021
O  5.3921  3.724  13.352  0.0015  0.001  -0.0001
O  -0.0545  5.5607  10.5298  0.0173  -0.0094  -0.0032
O  1.2244  3.8585  20.6204  0.0259  0.0143  0.0016
O  8.594  13.5471  15.6144  -0.0005  0.0068  0.0214
O  6.6247  12.4737  13.9876  -0.0111  0.0023  0.0239
O  -2.6347  8.0911  20.5503  0.0029  0.0005  -0.0012
O  5.6336  4.0799  20.6705  0.0036  -0.0029  0.0143
O  3.3148  4.7561  22.0012  -0.0156  0.0067  -0.0132
O  6.2818  7.8997  18.7895  -0.0122  -0.0075  0.0053
O  3.9901  12.4708  14.2195  0.0062  0.0037  0.0182
O  9.0324  3.8434  17.9309  0.0088  0.0256  -0.0084
O  -1.5273  12.5071  12.9409  0.0051  -0.0037  0.0012
O  12.2273  5.9037  14.1964  -0.0067  0.0235  -0.0152
O  -0.1525  6.7558  16.3408  -0.0009  0.0144  0.0045
O  1.0956  13.9949  18.0706  0.0329  0.0099  -0.0023
O  -0.4426  8.0106  22.1943  0.0003  0.0212  -0.0111
O  14.463  8.0814  18.8868  -0.0045  0.0013  0.0031
O  10.4676  5.8966  18.8437  -0.0261  0.0049  -0.012
O  3.9599  5.8509  13.5205  -0.0137  -0.0042  -0.0033
O  6.6018  12.2417  16.6457  -0.0136  0.0148  -0.0068
O  5.0441  3.5563  16.9987  -0.0238  -0.0107  0.0199
O  1.4529  6.4285  21.1612  0.0013  -0.0114  0.023
O  9.0023  15.1862  13.1211  -0.0001  0.0072  0.0113
O  3.3053  4.2221  18.9983  -0.0169  -0.01  -0.0173
O  9.5248  7.713  11.2581  0.0184  0.019  -0.0286
O  7.8484  5.8558  19.1932  0.0335  0.0066  0.0012
O  2.6073  9.6295  13.1236  -0.0105  -0.0217  -0.0022
O  10.8945  9.9615  11.1024  0.0074  -0.0388  -0.0339
O  5.5868  -0.5035  10.6568  0.0107  -0.0001  -0.0082
O  8.414  2.9872  10.9209  0.01  -0.005  -0.006
O  4.9756  12.6691  11.7605  0.0024  -0.004  -0.002
O  0.8592  8.1779  18.2562  0.0048  -0.0063  0.0159
O  2.6009  4.6254  16.5271  0.0064  -0.0328  0.0257
O  6.894  5.8872  13.6543  -0.0031  -0.008  -0.0015
O  4.0001  12.0778  16.8969  0.0021  0.023  -0.0161
O  2.3371  10.4029  18.9222  -0.0048  0.0062  0.0099
O  10.9727  14.1009  11.5494  -0.0044  0.0223  -0.006
O  4.6702  6.0478  17.7798  -0.0008  0.0006  0.0159
O  5.0861  12.7062  21.6263  -0.011  -0.0123  0.0041
O  8.6097  11.1028  15.0781  -0.0039  0.0143  -0.0178
O  11.4917  7.9418  9.4661  -0.0128  0.01  0.0465
O  3.0442  0.0577  21.5991  0.0033  0.0245  0.0075
O  9.6375  6.6969  13.9505  0.0132  -0.0257  0.0085
O  6.6279  -3.0077  10.3723  -0.018  0.008  -0.0075
O  6.6127  1.6398  9.5774  -0.004  0.004  0.0119
O  -1.6436  4.1547  20.6049  -0.0252  -0.0159  -0.0049
O  13.6451  12.7846  19.8014  -0.0308  -0.0013  -0.004
O  -2.6552  -0.9701  10.5018  -0.0047  -0.0193  0.0205
O  11.2123  10.9533  14.0326  -0.0098  -0.0106  -0.0004
O  1.8923  2.2327  15.6285  0.0194  0.0017  0.0254
O  1.5967  8.87  20.6845  -0.0134  -0.0172  0.0102
O  -10.2013  8.4706  14.6235  0.0066  -0.0045  -0.0014
O  5.5295  1.8906  18.9968  0.0044  0.017  -0.0007
O  0.7409  4.8012  23.0289  0.0099  0.0006  0.0096
O  -8.8842  7.2526  12.1449  0.0124  0.0087  0.0042
O  7.5153  2.2043  20.6425  -0.0096  0.0243  0.0238
O  10.8646  3.9443  15.9377  -0.0223  -0.012  0.0199
O  2.1307  15.6168  11.8791  -0.0139  0.0093  -0.0046
O  4.4617  8.0627  11.6984  -0.007  -0.0159  -0.0127
O  9.0888  9.7738  12.9786  0.0225  0.01  -0.0135
O  9.8167  1.9217  21.9886  -0.0085  -0.0139  -0.0086
O  13.467  9.3491  10.5443  -0.0294  -0.0103  0.0177
O  5.5489  5.6678  11.4137  -0.013  0.0283  0.0089

Results
free energy: -132973.095 eV
free energy less fixed offsets of O -569.03, Si -635.61 eV per atom: -2.835 eV

The program warned: the cutoff lies below the one the program advises for these potential files; the exchange-correlation potential is rough where the density is thin.
